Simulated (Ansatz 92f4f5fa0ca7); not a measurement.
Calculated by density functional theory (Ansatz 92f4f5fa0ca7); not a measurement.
Periodic cell of 228 atoms, Si140O88, from a study of silicon, its oxide and their interface. The atomic structure is a simulated model.
This geometry differs little from another in the collection (a relaxation step or a small displacement).

Settings
functional: r2SCAN
potential files: Ansatz PAW
basis: plane waves
wave-function cutoff: 800 eV
density cutoff ratio: 5
exchange-correlation grid ratio: 1
k mesh: 1 x 1 x 1, shifted by 0.5 0.5 0 of a step
self-consistency stop: 1e-10 eV per atom in the density residual
occupations: fixed
spin: none
net charge: 0

Cell vectors (angstrom)
a	10.888	0	0
b	0	10.888	0
c	0	0	32.6583

Atoms: element, x, y, z (angstrom)
Si	0.5269	-0.4855	-0.0599
Si	2.2987	3.3131	-0.1048
Si	0.0543	5.4672	0.3882
Si	2.7654	8.2376	0.3939
Si	5.382	-0.0182	0.2759
Si	8.2447	2.9232	-0.0269
Si	5.0144	6.0757	-0.0956
Si	8.7408	7.6688	0.0486
Si	1.3939	1.4155	1.1517
Si	4.0191	4.2977	1.2113
Si	1.4119	6.8428	1.6544
Si	4.0832	9.6134	1.6955
Si	6.8915	1.4409	1.2902
Si	9.4968	4.0953	1.5491
Si	6.8371	6.8558	1.2758
Si	9.7235	9.4241	1.3154
Si	0.0243	2.6374	2.7021
Si	2.6597	0.1684	2.7873
Si	0.016	8.1985	2.9057
Si	2.8018	5.451	2.8576
Si	5.419	2.8231	2.576
Si	8.2725	-0.0066	2.6095
Si	5.5663	8.1927	2.7983
Si	8.069	5.4741	2.7739
Si	1.3743	4.0405	4.0831
Si	4.1042	1.4762	4.0553
Si	1.3717	9.619	4.1637
Si	4.1748	6.8311	4.152
Si	6.7472	4.0843	4.0848
Si	9.564	1.3161	4.0773
Si	6.9031	9.5855	4.0794
Si	9.477	6.8113	4.1368
Si	-0.0049	0.0184	5.5239
Si	2.734	2.7432	5.4799
Si	-0.0122	5.4168	5.4261
Si	2.7646	8.2114	5.4503
Si	5.4657	0.05	5.386
Si	8.1613	2.7046	5.3927
Si	5.4638	5.4397	5.5122
Si	8.173	8.1953	5.4957
Si	1.381	1.3743	6.8446
Si	4.0749	4.0951	6.8384
Si	1.365	6.811	6.7599
Si	4.1215	9.5667	6.7997
Si	6.8111	1.3682	6.779
Si	9.5167	4.0586	6.7912
Si	6.8213	6.8134	6.8462
Si	9.5342	9.5278	6.85
Si	-0.0074	2.7187	8.1792
Si	2.7361	-0.0023	8.1876
Si	0.0087	8.1435	8.1554
Si	2.7044	5.4601	8.1512
Si	5.4414	2.705	8.1483
Si	8.1461	-0.0005	8.1558
Si	5.4446	8.1748	8.1771
Si	8.1757	5.4234	8.1792
Si	1.3612	4.0948	9.5143
Si	4.1105	1.351	9.5374
Si	1.3529	9.5018	9.5162
Si	4.0606	6.8044	9.5135
Si	6.7733	4.0627	9.5125
Si	9.5042	1.3399	9.5143
Si	6.8227	9.5162	9.528
Si	9.5505	6.7834	9.5265
Si	-0.0464	-0.0508	10.8664
Si	2.7394	2.7367	10.858
Si	0.0237	5.4424	10.8972
Si	2.6901	8.1334	10.879
Si	5.4573	-0.0408	10.8923
Si	8.1286	2.6954	10.857
Si	5.4032	5.42	10.8713
Si	8.1763	8.1365	10.8788
Si	1.3426	1.3502	12.1211
Si	4.0492	4.0954	12.2916
Si	1.3752	6.7841	12.3036
Si	4.075	9.4602	12.2048
Si	6.8188	1.3114	12.2522
Si	9.4895	4.0803	12.1626
Si	6.7828	6.7736	12.1949
Si	9.5315	9.4456	12.2923
Si	-0.0295	2.7088	13.4401
Si	2.6757	-0.0343	13.4564
Si	0.0233	8.1045	13.7092
Si	2.6946	5.4417	13.7354
Si	5.4284	2.6823	13.5735
Si	8.1565	-0.081	13.6337
Si	5.3895	8.0491	13.5767
Si	8.1623	5.4461	13.5444
Si	1.2142	4.0447	14.9249
Si	3.9439	1.3596	14.8405
Si	1.4467	9.5322	14.9855
Si	4.0423	6.8269	15.1384
Si	6.9422	3.9262	14.8391
Si	8.4805	2.6931	16.0603
Si	6.6045	9.5288	14.8977
Si	9.5573	6.6759	15.0318
Si	0.5961	0.4623	16.1546
Si	2.1652	2.2683	16.032
Si	-0.3907	5.0235	16.4001
Si	3.2178	8.7012	16.2941
Si	4.8593	-0.3648	16.0741
Si	9.7036	1.2236	14.8314
Si	5.4238	5.8698	16.8275
Si	7.4261	8.2756	16.6651
Si	2.4046	-15.4893	23.7409
Si	-1.3697	-3.3555	24.1355
Si	20.2713	-5.3539	21.9126
Si	4.8029	11.4693	22.7884
Si	-3.7182	-1.4053	30.9585
Si	7.3233	-1.1055	19.3667
Si	-5.9179	14.781	19.1929
Si	14.681	12.4219	30.6551
Si	-19.6524	-0.3359	28.9237
Si	-12.3428	-7.5894	24.0086
Si	14.6521	4.0294	26.4678
Si	17.7491	4.8621	30.4145
Si	8.648	6.6598	28.5843
Si	-12.3981	22.572	30.7752
Si	26.9236	5.203	23.9197
Si	5.8814	-7.8212	21.788
Si	-10.611	-10.7329	26.7907
Si	37.6162	-2.0512	21.0445
Si	9.6089	21.0284	21.2196
Si	11.3467	5.6364	19.3796
Si	-8.746	2.977	19.1202
Si	-14.8465	19.9939	28.0083
Si	-5.0746	-8.2666	28.4401
Si	-3.8586	18.0097	22.7773
Si	11.7125	11.0594	19.2932
Si	2.3797	8.2389	19.3786
Si	17.3804	44.8728	18.1145
Si	20.5522	5.3335	26.1308
Si	4.0968	9.2449	26.9532
Si	13.4385	-0.2334	24.6331
Si	-2.3774	0.8975	27.8527
Si	-20.9533	8.7792	23.0333
Si	-10.5396	19.233	28.1977
Si	2.6043	-4.2065	26.8936
Si	22.9305	3.9515	24.9961
Si	18.6247	1.1758	22.8683
O	6.0357	9.6269	-0.5752
O	-10.9284	-1.436	-5.6042
O	3.8843	5.926	-9.4655
O	1.0963	4.4292	-0.4311
O	-5.1927	3.9081	-9.5134
O	-27.061	5.6489	-1.5742
O	1.3038	9.1721	-3.4188
O	2.9829	13.7623	-1.5492
O	1.1341	0.6445	-4.5703
O	2.677	0.4519	-2.4524
O	19.3566	9.3202	-12.2434
O	19.9952	16.3046	-5.0219
O	3.8385	7.2212	-0.4001
O	36.1003	20.5051	-7.1377
O	9.8769	6.5242	-0.3703
O	7.6955	12.671	-15.5004
O	12.5196	-1.2114	19.584
O	9.3117	1.2306	29.2278
O	1.8546	-0.9251	23.3484
O	-15.4171	3.9608	29.1652
O	-9.1647	7.4373	22.832
O	-4.4798	18.0025	17.2045
O	19.6958	-3.2752	16.1592
O	6.3385	-10.3886	23.3854
O	-0.952	7.6365	28.8813
O	20.2872	-6.8545	22.5473
O	18.1886	2.2801	21.7556
O	13.376	14.2121	25.7015
O	4.8938	5.2072	18.2375
O	13.8003	8.2277	17.8461
O	-3.116	9.2318	17.9227
O	13.3267	-8.032	17.5405
O	-0.7359	5.6607	20.4928
O	9.7379	22.7611	26.7351
O	-14.6481	12.7032	27.8264
O	-7.7937	-5.6802	27.3697
O	-0.1816	-0.05	31.1624
O	28.9589	0.5201	19.3516
O	-2.0166	-6.5979	25.1749
O	25.5401	29.4907	27.3237
O	16.5949	-1.5118	26.987
O	-14.3256	3.9092	31.5921
O	-17.0282	1.8906	21.8218
O	-0.0215	5.7451	17.8269
O	-2.0694	0.1028	22.3409
O	-13.8027	5.9104	29.8618
O	10.0772	6.4505	23.0593
O	-10.5714	21.9723	17.7568
O	4.5276	-11.6378	21.9111
O	15.6229	15.6346	25.3991
O	-8.4298	-4.1114	25.2823
O	-1.449	-7.0681	16.7962
O	-6.1802	3.0093	27.2996
O	9.3369	-8.8039	31.7425
O	32.9986	-6.032	26.088
O	27.5999	14.9931	20.552
O	38.5202	7.8857	21.9937
O	43.065	11.1339	20.2302
O	-5.2517	13.519	18.4499
O	7.5464	-14.1591	27.8544
O	23.4701	1.5044	19.6336
O	-2.3911	1.9924	24.0364
O	18.7525	17.0138	21.7824
O	-20.4735	22.1284	25.5223
O	-11.1041	-13.1268	24.2766
O	8.1084	8.0888	23.5433
O	-2.8653	-10.9298	31.0236
O	-7.2759	8.1549	20.4391
O	1.0976	4.1488	19.5073
O	3.4453	21.1149	28.0465
O	8.0489	-11.5361	27.7585
O	-5.9347	1.7705	29.5384
O	23.3549	26.6682	23.7415
O	-9.6764	-3.7584	27.57
O	-15.4288	6.2742	23.9759
O	23.2132	6.925	19.626
O	-4.6584	4.6689	16.1216
O	14.5603	0.7503	23.9593
O	6.4326	9.2701	29.545
O	-13.6156	-2.6338	31.2846
O	-1.4768	-14.9433	25.5742
O	21.6177	-1.7773	21.7857
O	-16.3066	11.1258	17.4793
O	14.411	3.4797	19.7583
O	1.7082	9.2768	32.2624
O	4.5006	11.843	31.9748
O	10.9735	2.8917	24.3918
O	-5.0022	9.1927	19.7795

Results
free energy: -139740.121 eV
free energy less fixed offsets of O -570.45, Si -639.56 eV per atom: -2.121 eV

Forces (eV/angstrom), in the order of the atoms: element, x, y, z
Si	-0.0025	-0.0006	-0.0343
Si	0.0081	-0.0005	-0.0375
Si	0.0013	0.0012	-0.0168
Si	0.0005	0.0005	-0.0198
Si	-0.0018	0.0033	-0.0322
Si	0.0012	0.0043	-0.043
Si	0.0014	-0.0039	-0.0364
Si	-0.0001	0.0014	-0.0364
Si	0.0003	-0.0007	-0.0047
Si	0.0006	0.0012	0.0024
Si	0.0008	-0.0006	0.0035
Si	0.0014	-0.001	-0.0018
Si	0.0038	0.0011	0.0052
Si	-0.0029	-0.0001	0.0054
Si	0.0034	0.0012	0.0048
Si	0.0023	0.0008	-0.0019
Si	0.0023	-0.0006	-0.0047
Si	-0.0017	0.0029	-0.0041
Si	-0.0011	0.0021	0.0051
Si	0.0039	-0.0002	-0.0007
Si	0.0005	0.0019	-0.0022
Si	0.002	0.002	-0.0045
Si	0.0047	-0.002	-0.0033
Si	-0.0027	0.0021	-0.0054
Si	0.0037	-0.0032	0.0037
Si	-0.0003	0	-0.0029
Si	0.0025	0.0016	0.0014
Si	0.0012	-0.0015	-0.0017
Si	-0.0003	0.0008	0.0039
Si	0.0018	-0.0019	0.0032
Si	0.004	-0.0018	0.0029
Si	-0.0002	0.001	-0.0036
Si	0.002	0.0017	0.0016
Si	0.0015	-0.0008	-0.0008
Si	0.0002	-0.0014	-0.001
Si	0.001	0.0005	0.0051
Si	-0.0016	-0.004	0.0002
Si	0.0028	0.0013	-0.0016
Si	0.0021	0.0006	0.0002
Si	0.0008	-0.0006	-0.003
Si	0.0019	0.0003	-0.0012
Si	0.0024	0.0002	-0.0017
Si	0.0024	0.0004	-0.0018
Si	0.0014	-0.0003	0.001
Si	0.0027	0	-0.0021
Si	0.0008	-0.0018	-0.0004
Si	0.0008	0.0007	-0.003
Si	0.0015	0.0007	-0.0018
Si	0.001	0.0004	-0.0007
Si	0.002	-0.0007	-0.0005
Si	0.0009	-0.0003	0.0016
Si	-0.0006	-0.0007	0.0003
Si	0.0012	-0.0016	-0.0005
Si	0.0012	0.0002	-0.0009
Si	0.0017	0.0001	0.0002
Si	0.0016	-0.0007	0.0017
Si	0.0021	0.0014	-0.0004
Si	0.0023	0.0006	-0.0014
Si	0.001	-0.0016	-0.0002
Si	-0.001	0.0007	0.0005
Si	0.0018	-0.0009	-0.0015
Si	-0.0023	-0.0011	-0.0016
Si	0	-0.0007	-0.0014
Si	0.0025	-0.0006	0.0006
Si	-0.0019	-0.0019	-0.0009
Si	0.0015	-0.0026	0.0007
Si	-0.0007	0.0016	-0.0021
Si	0.0012	-0.0039	-0.0028
Si	0.0014	-0.0012	-0.0026
Si	-0.0042	-0.0002	-0.0029
Si	0.0004	-0.0029	-0.0001
Si	0.0032	0.0001	-0.0021
Si	-0.0024	-0.0001	-0.0038
Si	0.0048	-0.0041	0.0025
Si	0.0029	-0.0005	-0.0026
Si	0.0016	-0.0014	-0.0011
Si	0.0026	0.0037	-0.002
Si	0.0018	-0.0036	-0.0037
Si	-0.001	0.0005	0.0024
Si	0.0053	-0.001	0.0025
Si	0.0048	-0.0018	0.0016
Si	-0.0006	-0.0016	0.0038
Si	-0.0007	0.0068	0.0008
Si	0.0029	0.0012	0.0121
Si	-0.0034	0.0062	-0.0053
Si	0.0013	-0.0049	0.0087
Si	-0.0007	-0.0011	0.0028
Si	-0.0015	0.0007	0.0097
Si	0	-0.0015	-0.0008
Si	-0.0072	0.0002	0.0047
Si	0.0038	0.0039	0.0039
Si	0.0081	-0.0024	-0.003
Si	-0.0122	0.0192	0.0255
Si	0.0008	-0.0099	0.0339
Si	0.0003	0.002	-0.003
Si	-0.0052	0.004	0.0084
Si	-0.0031	-0.0085	0.0223
Si	0.0056	0.0109	0.02
Si	0.0029	0.0023	0.0409
Si	-0.008	-0.0081	0.0285
Si	0.0084	0.0092	0.0229
Si	0.0024	-0.0025	0.0036
Si	0.0017	-0.0089	0.0488
Si	-0.0004	0.0017	0.0538
Si	0.0006	-0.0032	0.0022
Si	-0.0017	-0.0011	-0.0079
Si	-0.0114	-0.002	0.0392
Si	0.0004	0.0002	0.0154
Si	-0.0048	0.0074	-0.0575
Si	-0.0048	-0.0116	0.07
Si	0.0057	-0.0107	0.0646
Si	0.0046	-0.0116	-0.0696
Si	-0.0026	-0.0108	-0.0579
Si	0.0014	-0.0001	0.0034
Si	-0.01	0.0119	-0.0289
Si	0.0133	-0.0006	-0.0687
Si	0.0136	0.0042	-0.054
Si	-0.0114	0.0021	-0.0628
Si	-0.0013	0.0042	-0.0028
Si	-0.0003	-0.0113	0.0353
Si	0.0036	-0.0017	-0.0289
Si	0.0031	0.0018	0.0392
Si	-0.0004	-0.0072	0.0355
Si	-0.0061	0.0011	0.0657
Si	-0.0091	0.0004	0.0662
Si	0.0002	-0.0014	-0.0506
Si	0.0005	-0.0008	-0.0554
Si	0.0056	-0.0072	0.012
Si	0.0025	-0.004	0.0631
Si	-0.0057	-0.0013	0.0643
Si	-0.0007	0.0092	0.0632
Si	0.0085	-0.0025	-0.0293
Si	-0.0075	-0.0078	-0.0226
Si	0.0024	0.0009	-0.0113
Si	-0.0033	-0.0063	-0.0384
Si	-0.0019	-0.0036	0.0169
Si	0.0015	-0.0048	-0.0394
Si	0.0017	-0.0037	-0.0203
Si	-0.006	-0.0001	-0.0094
Si	-0.0023	0.0053	0.0132
O	-0.0116	0.0084	0.0306
O	0.0007	-0.0015	0.0164
O	-0.0017	0.0006	-0.0017
O	-0.0027	0.0013	0.0187
O	-0.0061	-0.0047	-0.0076
O	-0.0154	0.0093	0.0436
O	0.0038	0.0051	0.0173
O	-0.0088	0.0147	0.0369
O	0.01	0.0006	0.027
O	0.0116	0.017	0.0383
O	-0.0113	0.0043	-0.0218
O	-0.011	0.0077	0.0255
O	-0.004	0.0035	0.0136
O	0.0036	-0.0023	0.0136
O	0.0022	-0.0046	0.0122
O	0.0211	0.0187	-0.0429
O	0.0013	0.0022	-0.0142
O	0.0099	-0.0016	0.0454
O	-0.0042	-0.001	-0.0004
O	0.0081	0.0163	0.0357
O	0	0.0016	-0.0042
O	-0.0008	-0.002	-0.0295
O	0.0025	-0.0088	-0.0184
O	-0.0033	-0.001	-0.0068
O	-0.0063	0.0005	0.0173
O	-0.0002	0.0018	-0.0071
O	-0.0052	0.0028	-0.0068
O	0.0041	-0.0002	0.0088
O	0.0056	0.0173	-0.0437
O	0.0136	0.0062	-0.0574
O	-0.0011	-0.0216	-0.058
O	-0.0024	-0.0128	-0.0638
O	0.0154	-0.0021	-0.0283
O	-0.0098	0.0022	0.0188
O	-0.0034	0.0032	0.0151
O	0.0006	0.0003	0.0121
O	0.0147	-0.0062	0.0402
O	-0.0086	0.0055	-0.0314
O	-0.002	0.0014	0.0058
O	0.0025	0.0062	0.0099
O	0.0076	0.0009	0.017
O	0.01	-0.017	0.0369
O	-0.0039	0.0001	-0.0134
O	-0.0132	-0.0094	-0.0619
O	0.006	-0.0067	-0.016
O	-0.0167	-0.0117	0.033
O	0.0014	-0.0016	-0.0078
O	-0.0002	0.006	-0.0636
O	0.0035	-0.0086	-0.0146
O	-0.0031	-0.0046	0.0115
O	0.0003	0.004	0.016
O	-0.005	-0.0057	-0.016
O	0.0116	-0.0068	0.0214
O	-0.0045	0.0123	0.03
O	-0.0051	0.0027	0.0076
O	-0.008	0.0072	-0.0402
O	-0.0106	0.0067	-0.0204
O	0.0128	0.0053	-0.0286
O	0.0077	-0.0084	-0.028
O	-0.0012	0.0011	0.0182
O	0.001	0.0037	-0.0217
O	-0.0029	-0.0019	0.0017
O	0.002	-0.003	-0.0122
O	-0.0047	0.0004	0.0124
O	0.0005	0.0044	-0.0036
O	-0.0049	0.0006	-0.0051
O	-0.0003	-0.0037	0.023
O	-0.0138	-0.0017	-0.0262
O	0.0071	-0.0072	-0.0207
O	-0.0085	0.0077	0.019
O	-0.0002	0.0033	0.0155
O	-0.0166	-0.0063	0.0315
O	-0.0034	0.0007	0.0009
O	-0.0095	0.0096	0.0161
O	-0.0004	-0.0008	-0.0022
O	0.0021	-0.0026	-0.025
O	0.0143	-0.0138	-0.0248
O	0.0002	-0.0007	-0.0025
O	0.0013	0.0042	0.0507
O	0.0115	-0.011	0.0381
O	-0.0015	-0.0029	0.009
O	-0.0083	0.0095	-0.0159
O	-0.0158	-0.0166	-0.0396
O	-0.0048	-0.0025	-0.0273
O	0.005	-0.0017	0.0229
O	0.011	-0.0087	0.0382
O	0.0008	-0.0014	0.0041
O	0.0116	0.0041	-0.0266

The program warned: the cutoff lies below the one the program advises for these potential files; the forces do not sum to zero within the program's tolerance; empty levels may hold ghost states of the PAW files; the exchange-correlation potential is rough where the density is thin.
